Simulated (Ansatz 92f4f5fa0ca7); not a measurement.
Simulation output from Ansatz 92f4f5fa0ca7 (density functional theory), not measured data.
Periodic cell of 221 atoms, Si132O88H1, from a study of silicon, its oxide and their interface. The atomic structure is a simulated model.
Doubt: the cutoff is far below the 930 eV that the study's wrapper takes by default for these files, so forces and energies are approximate.

Settings
functional: PBE
potential files: Ansatz PAW
basis: plane waves
wave-function cutoff: 580 eV
density cutoff ratio: 5
exchange-correlation grid ratio: 1
k mesh: 1 x 1 x 1, Gamma-centred
self-consistency stop: 5e-08 eV per atom in the density residual
occupations: fixed
spin: none
net charge: +1 e, with a uniform compensating background and no finite-size correction

Cell vectors (angstrom)
a  10.938  0  0
b  0  10.938  0
c  0  0  32.9168

Atoms and the computed forces on them: element, x, y, z (angstrom), force x, y, z (eV/angstrom)
Si  -0.34  0.3153  25.391  0.0048  0.0007  0.0443
Si  5.696  -0.4249  25.2636  0.0233  -0.0111  -0.0002
Si  2.5459  3.0504  25.3684  -0.0037  0.0009  0.0023
Si  8.3942  2.5933  25.4469  -0.0004  0.0041  -0.0174
Si  0.2759  5.2605  25.3818  0.0065  -0.01  -0.0191
Si  5.1943  5.6663  25.6073  0.0011  -0.0032  -0.0045
Si  3.0994  7.8432  25.9205  0.0172  -0.0202  -0.0235
Si  8.1012  8.4282  25.3975  0.0012  0.0022  0.007
Si  1.3774  1.3988  26.6275  0.0042  -0.0022  -0.0018
Si  6.7437  1.3443  26.5971  -0.0043  0.0095  0.0078
Si  4.0243  4.1171  26.8729  0.0054  0.0004  0.0036
Si  9.6129  4.1176  26.7468  -0.0047  0.0093  0.0032
Si  1.2721  6.8057  26.8467  0.0051  0.0124  0.0098
Si  6.9081  6.8379  26.7112  -0.0002  0.0033  -0.0031
Si  4.1909  9.6223  26.8514  -0.0105  0.0029  0.0097
Si  9.545  9.6524  26.7791  0.0075  0.0012  -0.0038
Si  2.7006  0.0424  28.0969  0.004  -0.0017  -0.0001
Si  8.1303  0.0497  28.11  -0.0095  -0.0112  0.0058
Si  0.0324  2.7249  28.1093  0.0061  0.0012  0.0066
Si  5.461  2.7083  28.0995  -0.004  0.0012  0.0013
Si  2.7148  5.4877  28.2157  -0.0057  -0.0013  -0.0028
Si  8.228  5.4633  28.1136  0.0009  0  0.0053
Si  -0.0474  8.2658  28.1416  0.0003  -0.0038  0.0011
Si  5.5321  8.1432  28.1592  0.004  0.0025  -0.006
Si  4.1018  1.3673  29.4985  -0.0574  0.0148  -0.1015
Si  9.5708  1.3673  29.4985  -0.1144  0.1237  -0.2203
Si  1.3673  4.1018  29.4985  -0.3492  -0.1606  0.3719
Si  6.8362  4.1018  29.4985  0.0614  -0.1577  -0.3266
Si  4.1018  6.8362  29.4985  0.1771  0.0893  0.4115
Si  9.5708  6.8362  29.4985  -0.0952  0.0537  0.0036
Si  1.3673  9.5708  29.4985  0.0985  0.146  -0.1066
Si  6.8362  9.5708  29.4985  0.0221  0.1984  0.1516
Si  0  0  30.8658  -0.0539  -0.0089  -0.0303
Si  5.469  0  30.8658  -0.0538  -0.125  -0.0063
Si  2.7345  2.7345  30.8658  0.0832  0.0548  -0.0069
Si  8.2035  2.7345  30.8658  0.0656  0.0394  -0.0048
Si  0  5.469  30.8658  0.0263  -0.0816  0.0139
Si  5.469  5.469  30.8658  -0.0443  -0.0408  -0.0011
Si  2.7345  8.2035  30.8658  0.1053  0.0527  -0.0007
Si  8.2035  8.2035  30.8658  0.0266  -0.0119  0.0008
Si  1.3673  1.3673  32.233  -0.0088  0.0437  -0.0258
Si  6.8362  1.3673  32.233  -0.0125  -0.0019  -0.0421
Si  4.1018  4.1018  32.233  0.001  -0.0256  -0.0075
Si  9.5708  4.1018  32.233  -0.0572  0.0361  -0.0075
Si  1.3673  6.8362  32.233  -0.0319  -0.0077  -0.0401
Si  6.8362  6.8362  32.233  -0.0067  0.009  -0.0204
Si  4.1018  9.5708  32.233  0.0054  0.0612  -0.009
Si  9.5708  9.5708  32.233  -0.0046  -0.015  0.0005
Si  2.7345  0  0.6835  0.015  -0.0339  0.0251
Si  8.2035  0  0.6835  -0.0287  0.0323  0.0213
Si  0  2.7345  0.6835  -0.0188  0.0257  0.0144
Si  5.469  2.7345  0.6835  0.0416  0.0131  0.0204
Si  2.7345  5.469  0.6835  0.0508  -0.0276  0.0174
Si  8.2035  5.469  0.6835  0.0062  -0.0434  0.0372
Si  0  8.2035  0.6835  0.0525  -0.0572  0.0156
Si  5.469  8.2035  0.6835  -0.0172  -0.0096  0.0124
Si  4.1018  1.3673  2.0507  -0.0664  -0.0615  0.029
Si  9.5708  1.3673  2.0507  -0.0189  0.0021  0.0226
Si  1.3673  4.1018  2.0507  0.01  -0.0197  0.0019
Si  6.8362  4.1018  2.0507  -0.068  -0.0061  -0.0227
Si  4.1018  6.8362  2.0507  0.0409  -0.0102  0.0211
Si  9.5708  6.8362  2.0507  0.0721  0.1443  0.0083
Si  1.3673  9.5708  2.0507  -0.0605  0.0519  0.009
Si  6.8362  9.5708  2.0507  -0.0329  -0.0354  -0.0069
Si  0  0  3.418  0.0122  -0.3335  -0.0936
Si  5.469  0  3.418  -0.2955  -0.4516  -0.1211
Si  2.7345  2.7345  3.418  -0.4609  -0.202  0.0322
Si  8.2035  2.7345  3.418  0.0779  0.1306  -0.1224
Si  0  5.469  3.418  0.402  0.2416  0.2877
Si  5.469  5.469  3.418  0.1777  0.0146  -0.5135
Si  2.7345  8.2035  3.418  -0.151  -0.0455  0.3059
Si  8.2035  8.2035  3.418  0.465  0.3675  -0.0768
Si  1.3272  1.3093  4.8154  0.0005  0.0019  -0.0006
Si  6.841  1.3268  4.7166  0.002  -0.0022  -0.0004
Si  4.0706  4.1399  4.7081  -0.0037  0.0016  -0.0008
Si  9.6106  4.0957  4.7702  0.0019  -0.0028  -0.0004
Si  1.3716  6.8762  4.8965  0.0013  -0.0013  0.0006
Si  6.9068  6.799  4.7111  -0.0018  0.0023  -0.0037
Si  4.0998  9.5279  4.829  0.0004  -0.0004  -0.0004
Si  9.6137  9.5774  4.8524  -0.0034  -0.0013  0.001
Si  2.6577  -0.0961  6.2286  0.0013  -0.0003  -0.0006
Si  8.1977  0.0558  6.1513  -0.0002  0.004  0.0022
Si  -0.0963  2.668  6.1811  -0.0067  0.0018  0.0029
Si  5.4156  2.6953  5.9372  0.005  -0.0013  -0.006
Si  2.8346  5.4883  6.2026  -0.0026  0.0001  -0.0013
Si  8.3007  5.514  6.113  0.0058  -0.0007  -0.0009
Si  -0.016  8.223  6.3942  0  -0.0003  -0.0039
Si  5.5536  8.0925  6.081  -0.0015  0.0013  0.0003
Si  3.8731  1.5858  7.2965  0.0007  -0.0014  0.0107
Si  9.011  1.7924  7.594  -0.001  -0.004  -0.0147
Si  1.6273  3.8027  7.2842  0.003  0.0023  -0.0026
Si  6.8236  4.0702  7.149  -0.0044  -0.0036  0.012
Si  4.6993  6.37  7.4726  0.0014  -0.0061  0.0112
Si  9.2891  7.0295  7.7051  -0.0016  0.0001  0.0091
Si  1.3069  9.6166  7.8442  -0.0007  0.0014  0.0025
Si  7.0961  9.3164  7.3596  0.0028  0.0066  0.01
O  1.4016  4.1572  24.8963  -0.0076  0.0079  0.007
O  6.934  9.4906  24.9147  -0.0085  0.0018  -0.0059
O  2.762  2.7027  7.7745  0.0005  0.0001  0.0014
O  8.1715  8.2183  7.9686  -0.0055  0.0006  -0.0022
O  5.7543  5.1399  7.9092  -0.0011  0.0116  -0.0129
O  -2.3222  2.5177  18.6693  0.0001  -0.002  -0.0001
O  4.0879  6.8414  25.0952  -0.0135  0.0208  0.0241
O  9.4969  1.4689  24.9665  -0.0064  0.0093  0.0068
O  2.1751  8.5331  8.7419  -0.0022  0.0005  0.002
O  0.9041  4.3455  8.6498  -0.0009  0.0005  0.0018
O  9.3673  1.1724  9.0843  -0.0012  0.0015  0.005
O  6.4783  10.0605  8.6716  0.0036  -0.0044  -0.0064
O  4.602  1.0596  8.6554  -0.0024  0.0032  -0.0036
O  4.4188  7.1809  8.8677  -0.0002  0  -0.0007
O  7.8684  2.9786  7.9115  0.0066  -0.0017  0.0089
O  9.6688  6.4524  9.2189  0.0001  0.0018  -0.0054
O  3.3047  2.5169  24.0156  0.0001  -0.0027  -0.0006
O  4.8932  -0.3216  23.8398  -0.0087  0.0024  -0.0059
O  7.8722  3.3946  24.1046  -0.0005  -0.0021  0.0014
O  10.7808  6.0957  24.0466  0.0026  -0.0037  0.0035
O  8.8458  7.8938  24.0332  -0.0015  -0.0011  0.0004
O  0.0272  10.5972  23.9489  0.0392  -0.0253  -0.1061
O  5.5885  4.812  24.291  0.0013  -0.0026  -0.0015
O  0.9118  10.7538  21.3929  0.0004  -0.0161  0.0228
Si  4.1137  6.8365  12.2094  0.0016  0.0006  -0.0014
Si  8.3699  -2.226  14.6335  0.0002  0.0004  0.0024
Si  5.2522  2.9529  13.3263  0.0019  0.0028  -0.0021
Si  6.7035  -3.839  18.9988  0.003  -0.0028  0.0017
Si  8.4054  -9.459  17.4393  -0.0012  -0.0006  0.0039
Si  1.7279  -3.0494  18.3266  -0.0022  0.0006  -0.0005
Si  0.8467  9.8676  22.7552  -0.0246  0.022  0.0236
Si  11.7345  3.6643  10.1277  0.002  -0.0006  -0.0047
Si  5.3266  10.8283  9.5032  0.0022  0.0005  -0.0049
Si  2.6134  4.1443  12.4186  -0.001  0.0014  -0.0013
Si  13.3223  -5.3356  16.5975  0.0002  0.0011  0.0024
Si  -1.2907  3.1622  19.759  0.0022  -0.003  0.0035
Si  10.8776  1.3413  15.472  0.0007  -0.0007  0.003
Si  0.5236  -6.6821  14.5534  -0.0003  0.0005  0.0016
Si  6.4752  0.4441  12.2472  -0.0019  -0.0004  -0.0027
Si  0.1987  11.406  20.0584  0.0021  -0.0046  0.0015
Si  14.2948  -5.9247  20.6714  -0.0005  -0.0044  0.0045
Si  6.7654  -5.6784  11.9556  -0.0009  -0.0008  -0.0022
Si  5.4195  -1.9059  13.8681  -0.0001  0.0007  0.0019
Si  6.5695  3.9687  23.3109  -0.0018  0.002  0.0059
Si  9.4833  0.1194  12.8236  0  -0.0005  0
Si  10.6948  0.7067  9.9304  -0.001  0.002  -0.0029
Si  1.663  -0.2551  17.4612  0.0009  -0.0014  0.0014
Si  4.0602  -3.0063  20.5575  -0.0013  0  0.0002
Si  9.1691  -4.8458  13.5201  0.0004  0  0.0009
Si  0.866  -5.7105  19.064  -0.0008  -0.0006  0.0025
Si  5.824  2.5606  16.236  -0.001  0.0015  0.0036
Si  4.0901  2.48  22.5708  -0.0035  0.0055  0.0034
Si  4.6125  -0.3123  16.3833  -0.0002  0.001  0.0029
Si  10.0351  7.2245  23.124  -0.0119  -0.0035  0.0059
Si  7.4282  -1.3343  17.3862  0.0006  0.0007  0.0015
Si  9.4064  5.6385  10.6246  -0.0024  -0.0013  -0.0021
Si  -2.6894  5.4185  21.2243  0.0012  -0.0028  0.005
Si  3.8221  -0.5309  22.6115  0.0025  0.0187  -0.0101
Si  4.9514  4.9381  17.8223  0.0018  -0.0008  0.0003
Si  14.4441  -2.6617  9.652  0.003  -0.001  -0.0034
O  1.6869  4.706  17.7645  -0.0002  -0.0005  0.0008
O  9.7658  -9.7447  16.6382  0.0027  -0.0008  -0.002
O  18.9882  0.8173  12.4665  0.0012  0.0011  0.0015
O  6.0011  -1.074  12.5885  0  0.0026  0
O  2.8717  -2.7134  19.4654  0.0034  -0.0004  0.0044
O  6.0465  6.1486  17.8426  0.0004  0.0007  0.0037
O  3.7182  -4.443  21.3185  0.0012  0.0031  0.0012
O  4.3874  7.8676  13.4295  -0.0007  -0.0005  0.0003
O  -1.1983  6.4846  12.0108  0.0004  0.0004  0.0019
O  2.2173  4.0478  10.8434  -0.0014  -0.0006  0.0016
O  14.5819  -7.1943  21.6502  -0.0002  -0.0007  -0.0029
O  4.8049  1.2999  16.2976  -0.0009  -0.0007  -0.0007
O  5.6449  1.3905  13.2548  -0.0001  -0.0019  0.0001
O  4.2067  4.8777  19.2803  -0.0003  0.0004  0.0008
O  2.415  9.8482  23.2774  -0.0101  0.0033  0.0008
O  10.3556  4.3096  10.7181  -0.0013  0.0012  0.0039
O  16.5947  3.5024  17.5531  -0.0024  0.0028  0.0003
O  7.9392  0.0487  18.1329  0.0025  -0.0001  0.0009
O  4.224  -1.7084  21.5555  -0.0022  -0.0046  0.0013
O  7.3475  1.9856  16.3224  0.0026  -0.0012  0.0004
O  5.7122  2.6792  22.7764  0.0014  -0.0017  -0.0026
O  5.8466  -1.089  17.1171  -0.0011  -0.0006  -0.0007
O  -3.3441  -2.6459  18.33  -0.0004  -0.0023  0.001
O  1.2752  0.6194  18.8048  -0.0003  0.0008  0.0062
O  -1.0233  -0.5668  19.8365  0.0219  -0.0053  0.0205
O  7.6076  5.6559  13.3023  -0.0001  0.0003  0.0005
O  7.8153  5.2116  10.6936  0.0014  0.0009  0.003
O  17.0478  -7.1403  12.2302  0.0006  0.0015  0.0024
O  5.5781  3.4115  14.864  0.0016  0.0012  0.0028
O  10.0007  -6.0462  14.2406  -0.0006  0.0011  0.0002
O  -1.8658  -1.3302  13.459  0  0.0009  0.0003
O  3.1956  7.5902  11.0882  -0.0004  0.0012  -0.0004
O  1.5328  -5.5976  15.2465  -0.001  0.0002  -0.0011
O  14.6143  3.032  12.9341  -0.0032  -0.0003  0.0005
O  11.3201  -8.0303  15.4454  0.0006  0.0016  -0.0011
O  9.2145  -3.6143  14.5833  0.0006  -0.0007  -0.0006
O  6.7772  -2.569  14.4824  -0.0008  0.0008  -0.0006
O  9.3634  6.4255  21.8793  0.0019  -0.0002  -0.0018
O  -0.582  0.9065  13.9749  0  0.0001  0.0014
O  0.1853  8.3577  22.6223  0.0018  0.0021  -0.0008
O  1.749  4.933  20.403  0.0016  0.0001  0.0002
O  7.6779  -4.7712  19.9082  -0.0038  0.0043  -0.0012
O  5.5241  -3.1431  19.873  -0.002  -0.0002  0.0001
O  2.4003  -3.7593  17.0145  -0.0006  0.002  0.0009
O  0.9924  -1.7172  17.7732  0.0013  -0.0008  0.0009
O  3.2376  -5.338  12.7799  -0.0006  -0.0001  0.0019
O  3.7704  0.9851  21.9437  -0.0005  -0.012  0.0044
O  10.6259  -8.9304  20.3678  0.0026  0.0004  0.0012
O  10.4303  4.395  19.0486  0.003  0.0013  -0.0003
O  6.0498  0.689  10.7075  0.0011  -0.0009  0.0033
O  5.562  -4.618  11.6299  -0.0004  0.0012  0.0026
O  12.1351  3.8519  13.1424  0.0007  0.0007  0.0006
O  -3.934  -5.8393  22.2315  0.001  0.0006  0.0001
O  3.9454  5.1559  16.5487  0.0015  -0.0009  0.0015
O  8.8279  -7.0254  20.9508  -0.0056  0.0032  0.0026
O  -2.5131  -1.4872  16.092  0  0  0.0001
O  3.2661  -0.5156  17.2723  -0.0006  0.0003  0.0006
O  11.6223  2.0327  10.1506  0  -0.0003  0.003
O  12.0949  0.4036  16.0446  -0.002  0.0025  0.0003
O  4.2297  9.7074  9.942  -0.0016  -0.0018  0.0034
O  11.4841  -0.3617  8.9602  0.003  -0.0034  -0.0009
O  10.3193  0.0536  11.3977  -0.0003  0.0007  0.0007
O  4.5651  -0.9628  14.8899  -0.0002  -0.0005  0.0007
O  0.6191  6.8469  18.9487  -0.0001  0  0
H  -1.7764  -0.3546  19.2459  -0.0192  0.0045  -0.0141

Results
free energy: -133983.288 eV
free energy less fixed offsets of H -15.97, O -568.88, Si -635.61 eV per atom: -5.358 eV

The program warned: the cutoff lies below the one the program advises for these potential files; the forces do not sum to zero within the program's tolerance; the exchange-correlation potential is rough where the density is thin.
